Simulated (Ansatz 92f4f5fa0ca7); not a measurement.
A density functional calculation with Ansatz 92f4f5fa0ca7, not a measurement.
Periodic cell of 226 atoms, Si133O92B1, from a study of silicon, its oxide and their interface. The atomic structure is a simulated model.
Doubt: the cutoff is far below the 930 eV that the study's wrapper takes by default for these files, so forces and energies are approximate.
This geometry differs little from another in the collection (a relaxation step or a small displacement).

Settings: functional PBE; potential files Ansatz PAW; basis plane waves; wave-function cutoff 580 eV; density cutoff ratio 5; exchange-correlation grid ratio 1; k mesh 1 x 1 x 1, Gamma-centred; self-consistency stop 5e-08 eV per atom in the density residual; occupations fixed; spin none; net charge -1 e, with a uniform compensating background and no finite-size correction.

Cell vectors (angstrom)
a, 10.938, 0, 0
b, 0, 10.938, 0
c, 0, 0, 31.9494

Atoms: element, x, y, z (angstrom)
Si, 10.6254, -0.0018, 24.4235
Si, 5.0729, 0.1417, 24.6204
Si, 2.7962, 2.2882, 24.5138
Si, 8.564, 2.4336, 24.5333
Si, 10.6709, 5.5978, 24.3102
Si, 5.1612, 5.5689, 24.3717
Si, 3.0007, 7.9391, 24.3718
Si, 8.4076, 7.889, 24.3531
Si, 1.2878, 1.1269, 25.8387
Si, 6.8061, 1.337, 25.7159
Si, 3.977, 4.0085, 25.7007
Si, 9.6721, 4.0181, 25.8273
Si, 1.3298, 6.7949, 25.6323
Si, 6.7969, 6.7249, 25.6636
Si, 4.0071, 9.4732, 25.9129
Si, 9.4715, 9.4437, 25.7975
Si, 2.6403, -0.1436, 27.2671
Si, 8.1254, -0.0582, 27.1284
Si, 0.072, 2.6636, 27.1923
Si, 5.4457, 2.7275, 27.0887
Si, 2.6568, 5.4163, 27.0773
Si, 8.1778, 5.3859, 27.0844
Si, 0.0122, 8.1519, 27.1094
Si, 5.5128, 8.1341, 27.1278
Si, 4.0868, 1.3223, 28.4739
Si, 9.5384, 1.3272, 28.4866
Si, 1.3851, 4.0676, 28.5429
Si, 6.8016, 4.077, 28.4926
Si, 4.0791, 6.7853, 28.4547
Si, 9.5527, 6.7788, 28.4535
Si, 1.2944, 9.4837, 28.6072
Si, 6.8176, 9.5283, 28.5306
Si, -0.0484, -0.0153, 29.9129
Si, 5.45, -0.0183, 29.8757
Si, 2.7719, 2.711, 29.8794
Si, 8.1803, 2.7127, 29.8536
Si, -0.0204, 5.4399, 29.8692
Si, 5.4503, 5.4542, 29.8651
Si, 2.7378, 8.1407, 29.891
Si, 8.2226, 8.1735, 29.857
Si, 1.3674, 1.3747, 31.2367
Si, 6.8205, 1.3675, 31.2391
Si, 4.1144, 4.0856, 31.2592
Si, 9.544, 4.085, 31.2377
Si, 1.3524, 6.8083, 31.2546
Si, 6.8275, 6.8437, 31.2262
Si, 4.0847, 9.5604, 31.2475
Si, 9.548, 9.5447, 31.2724
Si, 2.7385, 0.0189, 0.6668
Si, 8.1982, 0.0178, 0.6586
Si, 0.0083, 2.7542, 0.6652
Si, 5.4849, 2.7465, 0.6926
Si, 2.7367, 5.4607, 0.6651
Si, 8.2044, 5.4947, 0.6541
Si, 0.0163, 8.212, 0.6915
Si, 5.4815, 8.2269, 0.6724
Si, 4.1025, 1.3875, 2.0574
Si, 9.6013, 1.3628, 2.0234
Si, 1.3557, 4.1444, 2.0521
Si, 6.842, 4.1577, 2.036
Si, 4.0949, 6.8558, 2.0217
Si, 9.5779, 6.8485, 2.0552
Si, 1.3723, 9.6196, 2.0512
Si, 6.8333, 9.632, 2.0423
Si, 0.0275, 0.0425, 3.4621
Si, 5.4826, 0.0468, 3.4487
Si, 2.7196, 2.7737, 3.4001
Si, 8.2565, 2.7865, 3.336
Si, 0.025, 5.5216, 3.4661
Si, 5.4728, 5.5322, 3.4165
Si, 2.7441, 8.2451, 3.3897
Si, 8.2405, 8.2889, 3.38
Si, 1.3789, 1.4584, 4.8427
Si, 6.9133, 1.4854, 4.7213
Si, 4.0629, 4.1593, 4.7526
Si, 9.6007, 4.086, 4.7767
Si, 1.372, 6.9805, 4.8357
Si, 6.8377, 6.9976, 4.7238
Si, 4.0971, 9.5762, 4.7899
Si, 9.6226, 9.5861, 4.8356
Si, 2.7601, 0.0403, 6.1391
Si, 8.2981, 0.1299, 6.0876
Si, 0.0203, 2.8061, 6.3013
Si, 5.5193, 2.8463, 6.0677
Si, 2.7575, 5.6011, 6.1353
Si, 8.2561, 5.6079, 5.952
Si, 0.053, 8.3153, 6.3661
Si, 5.5039, 8.3094, 6.2256
Si, 4.4285, 1.1902, 7.3265
Si, 9.8145, 1.1611, 7.6179
Si, 1.182, 4.511, 7.5011
Si, 6.6463, 4.5518, 7.2466
Si, 4.3243, 6.7153, 7.5455
Si, 9.7328, 6.6251, 7.4966
Si, 1.2849, 9.9477, 7.709
Si, 6.7298, 9.9735, 7.4133
O, 9.5923, 1.2333, 23.9874
O, 4.0914, 6.7674, 23.9021
O, 3.9833, 1.2412, 24.0062
O, 9.5289, 6.7379, 23.8649
O, -0.0215, 5.5563, 8.0082
O, 5.5766, 0.1338, 7.9075
O, 0.0758, 0.1, 8.1448
O, 5.5353, 5.62, 7.8765
O, 7.6129, 3.9766, 8.4335
O, 8.733, 7.0634, 8.7575
O, 2.1816, 9.4583, 9.0471
O, 8.8968, 1.6926, 8.9178
O, 7.6351, 9.487, 8.7094
O, 3.6113, 1.8315, 8.5956
O, 3.5829, 7.2283, 8.9527
O, 2.0678, 4.0138, 8.8117
O, 8.1343, 3.5117, 23.373
O, 0.3976, 4.9243, 22.9365
O, 1.8353, 2.7401, 23.2614
O, 5.7978, 4.8038, 23.0657
O, 5.5583, 10.0047, 23.4962
O, 2.4553, 8.6868, 22.998
O, 0.1982, 10.0418, 23.1123
O, 7.8426, 8.7156, 23.0425
Si, 8.6765, 7.6954, 18.4439
Si, 8.7938, 6.3448, 13.6611
Si, 3.7988, 1.5396, 14.75
Si, 2.1576, 5.7343, 17.6536
Si, 2.4246, 3.1119, 19.5252
Si, 9.8245, 9.0197, 12.1045
Si, 1.326, 9.421, 22.0711
Si, 9.1828, 0.9557, 13.2195
Si, 1.4185, 5.0459, 13.0595
Si, 1.8072, 8.2509, 12.8526
Si, 6.7111, 9.7318, 22.3668
Si, 4.535, 4.596, 15.7185
Si, 8.2156, 3.0317, 9.5899
Si, 0.8502, 8.25, 19.2601
B, 6.9675, 1.3678, 21.0917
Si, 8.2379, 8.3252, 9.684
Si, 10.8855, 5.179, 15.6509
Si, 7.5732, 9.4948, 16.336
Si, 9.7799, 2.0121, 20.3459
Si, 3.2183, 8.5133, 9.9356
Si, 6.6737, 3.3413, 17.4465
Si, 1.1222, 0.2258, 19.8085
Si, 3.2372, 2.8096, 12.3123
Si, 7.2352, 5.4081, 19.7185
Si, 5.7553, 8.6748, 11.5594
Si, 5.7912, 6.0729, 13.2159
Si, 4.6636, 9.7356, 17.6854
Si, 0.9403, 3.5646, 22.1685
Si, 4.9897, 1.4763, 18.9763
Si, 3.1986, 3.0894, 9.5259
Si, 6.4581, 10.8162, 13.813
Si, 10.3559, 0.1222, 15.9957
Si, 5.6631, 3.6655, 11.1617
Si, 9.8441, 3.8916, 11.9263
Si, 2.3572, 9.9313, 15.5894
Si, 6.1236, 8.1616, 19.8276
Si, 6.9246, 3.8491, 22.3105
Si, 9.7221, 2.7655, 17.4192
O, 7.2012, 6.3773, 13.9868
O, 1.9006, 7.0598, 18.6831
O, 10.2772, 4.0218, 16.5696
O, 6.1801, 9.9772, 17.0582
O, 10.1644, 0.703, 14.4821
O, 8.4677, 6.1229, 18.8802
O, 5.1763, 0.6873, 14.4413
O, 5.679, 2.0778, 17.6096
O, 8.2149, 1.9202, 20.5519
O, 2.0455, 4.2872, 18.4257
O, 6.9629, 2.811, 10.6351
O, 4.8734, 2.7114, 12.2191
O, 6.0357, 4.359, 16.3265
O, 4.5646, 3.9292, 9.9423
O, 10.61, 2.7298, 21.5851
O, 9.7291, 6.1436, 14.9929
O, 6.0583, 6.5286, 19.9168
O, 4.1517, 0.1715, 18.4024
O, 9.2656, 10.5407, 12.2955
O, 2.8475, 4.3474, 12.7271
O, 1.8778, 10.7162, 21.2155
O, 3.9971, 2.6886, 19.5132
O, 0.7391, 10.049, 15.9819
O, 1.2648, 9.8121, 18.8442
O, 1.6949, 1.656, 19.2541
O, 8.9488, 10.3806, 16.4947
O, 4.9192, 8.5578, 18.7895
O, 9.584, 8.749, 10.506
O, 6.7149, 4.16, 18.84
O, 2.8545, 1.6985, 13.4066
O, 5.8803, 8.8629, 21.2574
O, 2.5467, 2.4525, 10.8814
O, 7.6343, 4.82, 21.1801
O, 5.2208, 7.4798, 12.5627
O, 0.4423, 9.0583, 12.5235
O, 7.5898, 1.053, 13.5889
O, 7.1149, 9.6266, 14.7545
O, 8.9744, 5.0145, 12.7224
O, 8.1, 8.0275, 16.91
O, 6.2747, 2.4516, 21.8583
O, 2.4677, 9.0605, 14.1479
O, 0.424, 4.4913, 11.8849
O, 0.813, 8.3104, 20.9325
O, 9.3915, 3.8352, 10.3653
O, 9.6621, 2.3715, 12.5338
O, 7.6641, 8.5863, 19.3851
O, 2.5594, 8.175, 11.3921
O, 3.9672, 3.065, 15.362
O, 0.821, 4.4729, 14.4612
O, 9.9981, 2.9704, 19.0058
O, 9.1588, 7.7841, 12.9587
O, 10.4716, 0.5272, 20.0887
O, 6.0369, 5.0489, 11.9395
O, 8.1307, 2.7372, 17.0305
O, 3.5461, 5.4835, 16.7275
O, 4.6722, 9.1334, 10.3973
O, 1.5444, 6.6677, 13.2034
O, 4.7613, 5.4904, 14.3468
O, 1.9736, 3.8295, 20.9298
O, 10.5364, 1.4141, 16.9689
O, 0.9592, 6.043, 16.5786
O, 7.3364, 11.1331, 21.9252
O, 6.0546, 0.9341, 20.0322
O, 6.0749, 10.0329, 12.4168
O, 2.8467, 0.5584, 15.6195
O, 7.0579, 8.0234, 10.7804
O, 10.2684, 8.0053, 18.6613
O, 3.4635, 9.2392, 16.6274

Results
free energy: -137021.907 eV
free energy less fixed offsets of B -154.04, O -568.88, Si -635.61 eV per atom: 5.223 eV

Forces (eV/angstrom), in the order of the atoms: element, x, y, z
Si, -0.0375, -0.0428, -0.0876
Si, 0.0524, 0.0441, -0.0864
Si, 0.0152, 0.0578, -0.0791
Si, -0.0887, -0.0796, -0.1157
Si, 0.0176, 0.0089, -0.116
Si, -0.0297, -0.0032, -0.1055
Si, -0.0091, -0.0105, -0.0864
Si, 0.0117, 0.0019, -0.1095
Si, -0.0063, 0.0028, 0.0232
Si, 0.0005, 0.0108, 0.0029
Si, -0.0106, -0.0043, 0.0378
Si, 0.0156, 0.0846, 0.0377
Si, -0.0056, -0.004, 0.0323
Si, 0.0056, 0.0188, 0.0268
Si, -0.008, -0.0534, 0.0139
Si, 0.0119, -0.0084, 0.0496
Si, 0.0258, 0.0241, -0.0098
Si, 0.0283, 0.0214, -0.0186
Si, -0.0047, -0.0296, -0.0089
Si, -0.0056, -0.0202, -0.0051
Si, 0.0322, 0.0217, 0.0066
Si, 0.0031, -0.017, 0.0234
Si, -0.0058, 0.0245, 0.0052
Si, 0.0017, -0.0007, 0.0064
Si, 0.0178, 0.0309, -0.0079
Si, -0.0198, -0.0473, 0.0029
Si, 0.0512, 0.0099, 0.0353
Si, 0.015, -0.0184, 0.0073
Si, -0.014, -0.058, -0.0103
Si, 0.0188, -0.0079, -0.0105
Si, -0.0583, -0.0646, 0.0707
Si, -0.0037, -0.0084, 0.0396
Si, 0.0218, -0.0228, -0.0179
Si, -0.0009, -0.0231, -0.0072
Si, -0.0183, 0.0199, -0.0044
Si, -0.026, 0.0291, -0.0105
Si, -0.0258, -0.0021, -0.0001
Si, -0.0044, 0.0104, -0.0026
Si, -0.0249, 0.0483, -0.0126
Si, -0.0172, 0.0075, 0.0039
Si, -0.0031, 0.0041, 0.0092
Si, 0.0175, -0.0041, 0.0038
Si, -0.0047, -0.0026, -0.0061
Si, 0.0094, 0.0044, 0.0024
Si, 0.0122, -0.0101, 0.0018
Si, 0.0002, 0.0036, 0.0002
Si, 0.0084, -0.0122, 0.0025
Si, 0.0016, 0.0069, -0.006
Si, -0.0182, -0.0039, -0.0032
Si, -0.0074, -0.0063, 0.0075
Si, 0.0038, -0.0009, 0.0053
Si, -0.0057, 0.01, -0.0094
Si, -0.0002, 0.003, 0.0086
Si, 0.0016, 0.0038, -0.0042
Si, -0.01, 0.0057, -0.0039
Si, -0.0073, 0.0043, -0.0007
Si, 0.0043, 0.0002, -0.0043
Si, -0.028, 0.0165, 0.0108
Si, 0.0192, -0.0158, -0.0079
Si, 0.0291, -0.0242, 0.0189
Si, 0.0019, -0.0096, 0.0096
Si, -0.0106, -0.0076, -0.0036
Si, 0.032, -0.0065, 0.0143
Si, 0.0387, -0.0165, -0.005
Si, 0.0058, 0.0151, 0.0234
Si, -0.0037, -0.0065, 0.0307
Si, -0.0386, 0.0114, -0.0072
Si, 0.0386, 0.0228, -0.0702
Si, 0.0251, 0.0203, 0.0389
Si, -0.0218, 0.0283, 0.0049
Si, -0.0128, 0.0047, -0.0227
Si, 0.0137, 0.0745, -0.0247
Si, -0.017, -0.005, -0.0212
Si, -0.0288, -0.0315, 0.0197
Si, 0.0164, 0.0199, 0.0091
Si, -0.0029, 0.0049, -0.002
Si, -0.0356, -0.0106, -0.0184
Si, -0.0161, -0.0412, 0.0186
Si, 0.01, 0.0302, -0.0019
Si, -0.0061, -0.0179, -0.0213
Si, 0.0193, -0.0032, 0.0132
Si, -0.0021, -0.0022, -0.0014
Si, 0.0088, 0.0119, -0.0016
Si, -0.0094, -0.0036, 0.0051
Si, 0.01, -0.0051, 0.0045
Si, -0.0102, -0.0039, 0.0026
Si, 0.0117, 0.0112, 0.0063
Si, 0.0037, 0.0027, 0.0027
Si, -0.0139, 0.0033, -0.0298
Si, 0.0001, -0.0049, 0.0115
Si, 0.0008, -0.0065, -0.0232
Si, 0.0198, 0.0092, -0.0123
Si, -0.0066, -0.0085, -0.017
Si, -0.0129, -0.0004, -0.0137
Si, 0.0025, -0.0139, -0.0376
Si, 0, 0.0051, -0.017
O, 0.02, 0.0242, 0.058
O, 0.0479, -0.0203, 0.0368
O, -0.016, 0.0006, 0.0503
O, -0.037, 0.0347, 0.0547
O, -0.0017, -0.0094, 0.0198
O, 0.0078, -0.0041, 0.021
O, -0.0116, 0.007, 0.0146
O, 0.0014, 0.0016, 0.0203
O, -0.0018, -0.005, 0.0086
O, 0.0016, 0.0033, 0.0114
O, 0.0001, 0.0012, 0.0187
O, 0.0055, -0.0044, 0.0012
O, -0.0043, 0.0028, 0.0064
O, 0.0006, -0.0028, 0.0134
O, 0.0043, -0.0024, 0.0048
O, -0.004, 0.0065, 0.0124
O, 0.0281, -0.0171, 0.0556
O, -0.0115, 0.0057, 0.0408
O, -0.0012, -0.0176, 0.0229
O, -0.017, 0.0168, 0.0432
O, -0.0104, 0.0154, 0.0367
O, 0.0068, -0.0006, 0.0324
O, -0.0038, 0.0157, 0.0222
O, 0.0179, -0.0158, 0.0361
Si, 0.004, -0.0014, 0.0107
Si, 0.0016, -0.0022, 0.0184
Si, -0.0036, -0.0018, 0.022
Si, 0.0015, 0.0013, 0.0213
Si, 0.0005, -0.0034, 0.0077
Si, -0.0026, -0.0001, 0.0097
Si, 0.0089, -0.0088, -0.0201
Si, -0.0002, 0.0003, 0.0176
Si, -0.0014, -0.0018, 0.0142
Si, 0.0019, 0.0002, 0.0157
Si, -0.0111, 0.0038, -0.0229
Si, -0.0036, -0.0043, 0.0233
Si, -0.0041, 0.0079, -0.0131
Si, -0.0014, -0.0034, 0.0066
B, -0.0011, 0.0032, -0.0136
Si, 0.0075, -0.004, -0.0086
Si, 0.0061, -0.0021, 0.028
Si, 0.0063, -0.0028, 0.0181
Si, -0.009, -0.0016, -0.0081
Si, -0.0062, 0.007, -0.016
Si, 0.0022, -0.0088, 0.0106
Si, 0.002, -0.0021, 0.006
Si, 0.0029, -0.0032, 0.0104
Si, 0.0058, 0.0051, 0
Si, 0.0058, 0.0025, 0.0062
Si, 0.0005, -0.0032, 0.0202
Si, 0.0026, 0.0029, 0.0151
Si, 0.005, 0.0009, -0.0131
Si, 0.0031, -0.0023, 0.0093
Si, 0.0055, -0.0018, -0.0172
Si, 0.0055, 0.0007, 0.0222
Si, 0.0001, -0.0001, 0.0214
Si, 0.003, 0.0005, -0.0022
Si, -0.0007, -0.0013, 0.0092
Si, -0.0017, 0.0064, 0.0251
Si, 0.0038, -0.0071, -0.0017
Si, 0.0168, -0.0042, -0.0276
Si, 0.002, -0.0055, 0.0135
O, -0.0021, -0.0002, -0.0087
O, -0.0002, -0.0002, -0.0064
O, 0.0003, 0.0032, -0.0077
O, -0.0026, 0.0014, -0.0046
O, -0.0022, 0.0024, -0.0138
O, -0.0013, -0.0002, -0.0042
O, 0.0035, -0.002, -0.0085
O, -0.0005, 0.0024, -0.0041
O, 0.0204, -0.0002, 0.0054
O, -0.0009, -0.0034, -0.0066
O, -0.0022, 0.0007, 0.0066
O, 0.0007, 0.0013, -0.0037
O, -0.0027, 0.0008, -0.0094
O, -0.001, 0.0027, 0.0036
O, -0.0034, -0.0051, 0.0025
O, -0.0042, 0.0025, -0.0129
O, -0.0033, 0.0008, -0.004
O, -0.0016, -0.0089, -0.0086
O, 0.0011, -0.0043, -0.0059
O, 0.0024, -0.0015, -0.0041
O, -0.003, 0, 0.0028
O, 0.0026, -0.0005, -0.0039
O, 0.0032, -0.0011, -0.0084
O, -0.0004, -0.0003, -0.0045
O, -0.0011, -0.0009, -0.0033
O, 0.0015, 0.0028, -0.0083
O, -0.0007, -0.0015, -0.0042
O, -0.0023, -0.0007, -0.0013
O, -0.0013, 0.0006, 0.0011
O, 0.001, 0.0037, -0.0123
O, 0.0109, 0.0175, 0.0164
O, -0.0009, 0.0025, 0.0012
O, -0.0092, -0.0099, 0.0095
O, -0.001, 0.0047, -0.0071
O, 0.0017, -0.0009, -0.005
O, 0.0016, 0.0005, -0.0075
O, -0.0031, 0.0026, -0.0122
O, 0, -0.0009, -0.0056
O, -0.0015, -0.001, -0.0034
O, 0.0003, 0.005, 0.0116
O, 0.0001, -0.0036, -0.0143
O, -0.0004, -0.0002, -0.0012
O, -0.0023, 0.0063, 0.0093
O, -0.001, -0.0019, 0.0028
O, 0.0018, 0.0056, -0.0083
O, -0.0048, -0.0022, -0.0041
O, 0.0005, 0.0016, 0.0002
O, 0.0009, -0.0011, -0.0098
O, 0.0027, 0.0007, -0.0138
O, -0.0061, -0.0014, 0.0029
O, 0.0008, 0.0018, -0.0081
O, -0.0072, 0.0042, 0.0011
O, 0.0002, -0.0002, -0.0042
O, -0.0002, 0.0009, -0.0044
O, 0.0059, -0.0025, -0.0118
O, -0.0016, -0.0013, 0.0039
O, 0.0002, 0.0015, -0.0065
O, 0.0047, 0.0043, -0.0154
O, -0.0062, -0.0031, 0.0084
O, 0.0001, -0.0005, -0.0091
O, -0.0057, -0.0031, -0.0141
O, -0.003, -0.0242, 0.0173
O, 0.0035, 0.0072, 0.0015
O, -0.0024, -0.0048, -0.0103
O, 0.0003, -0.0028, -0.0094
O, -0.0043, 0.0015, -0.0001
O, -0.0017, -0.0003, -0.0047
O, -0.003, -0.0011, -0.0102

The program warned: the cutoff lies below the one the program advises for these potential files; the forces do not sum to zero within the program's tolerance; the exchange-correlation potential is rough where the density is thin.
